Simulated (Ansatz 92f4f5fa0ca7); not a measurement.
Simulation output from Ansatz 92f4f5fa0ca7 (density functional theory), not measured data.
Periodic cell of 414 atoms, Si266O148, from a study of silicon, its oxide and their interface. The atomic structure is a simulated model.
Doubt: the cutoff is far below the 930 eV that the study's wrapper takes by default for these files, so forces and energies are approximate.
This geometry differs little from another in the collection (a relaxation step or a small displacement).

Settings
functional: PBE
potential files: Ansatz PAW
basis: plane waves
wave-function cutoff: 580 eV
density cutoff ratio: 5
exchange-correlation grid ratio: 1
k mesh: 1 x 1 x 1, Gamma-centred
self-consistency stop: 5e-08 eV per atom in the density residual
occupations: fixed
spin: none
net charge: 0

Cell vectors (angstrom)
a	15.4687	0	0
b	0	12.8259	0
c	0	0	36.6609

Atoms: element, x, y, z (angstrom)
Si	0.0118	1.1583	33.9864
Si	3.8912	1.1556	33.982
Si	7.7509	1.1617	33.9762
Si	11.6282	1.1613	33.9659
Si	1.9644	7.5914	33.952
Si	5.7971	7.586	33.9751
Si	9.7032	7.5859	33.9843
Si	13.561	7.5839	33.983
Si	1.9336	5.247	34.394
Si	5.8008	5.247	34.394
Si	9.6679	5.247	34.394
Si	13.5351	5.247	34.394
Si	0	11.6599	34.394
Si	3.8672	11.6599	34.394
Si	7.7343	11.6599	34.394
Si	11.6015	11.6599	34.394
Si	0	4.664	35.6307
Si	3.8672	4.664	35.6307
Si	7.7343	4.664	35.6307
Si	11.6015	4.664	35.6307
Si	1.9336	11.0769	35.6307
Si	5.8008	11.0769	35.6307
Si	9.6679	11.0769	35.6307
Si	13.5351	11.0769	35.6307
Si	0	2.332	36.0429
Si	3.8672	2.332	36.0429
Si	7.7343	2.332	36.0429
Si	11.6015	2.332	36.0429
Si	1.9336	8.745	36.0429
Si	5.8008	8.745	36.0429
Si	9.6679	8.745	36.0429
Si	13.5351	8.745	36.0429
Si	1.9336	1.749	0.6188
Si	5.8008	1.749	0.6188
Si	9.6679	1.749	0.6188
Si	13.5351	1.749	0.6188
Si	0	8.162	0.6188
Si	3.8672	8.162	0.6188
Si	7.7343	8.162	0.6188
Si	11.6015	8.162	0.6188
Si	0	5.83	1.031
Si	3.8672	5.83	1.031
Si	7.7343	5.83	1.031
Si	11.6015	5.83	1.031
Si	1.9336	12.2429	1.031
Si	5.8008	12.2429	1.031
Si	9.6679	12.2429	1.031
Si	13.5351	12.2429	1.031
Si	1.9336	5.247	2.2678
Si	5.8008	5.247	2.2678
Si	9.6679	5.247	2.2678
Si	13.5351	5.247	2.2678
Si	0	11.6599	2.2678
Si	3.8672	11.6599	2.2678
Si	7.7343	11.6599	2.2678
Si	11.6015	11.6599	2.2678
Si	1.9336	2.915	2.68
Si	5.8008	2.915	2.68
Si	9.6679	2.915	2.68
Si	13.5351	2.915	2.68
Si	0	9.328	2.68
Si	3.8672	9.328	2.68
Si	7.7343	9.328	2.68
Si	11.6015	9.328	2.68
Si	0.4497	0.4399	27.2651
Si	3.6288	0.0874	27.4118
Si	8.245	0.6162	27.1969
Si	11.3136	0.4765	27.2199
Si	1.6622	6.8989	27.2401
Si	6.1465	6.3588	27.3626
Si	9.622	4.8639	28.3997
Si	13.9241	6.3214	27.3495
Si	1.9278	3.9331	27.7453
Si	5.7905	4.1198	27.9658
Si	9.0457	5.5574	26.2742
Si	15.4953	3.5555	29.0951
Si	-0.0482	10.2598	27.7055
Si	3.9797	10.5628	27.728
Si	7.9988	10.2337	27.6499
Si	11.6348	10.1541	27.859
Si	-1.8867	4.0712	27.8243
Si	3.8434	3.4026	29.0517
Si	7.7423	3.7277	29.2551
Si	11.5971	3.7107	29.0734
Si	1.9866	10.0189	28.9573
Si	5.9435	9.9076	28.9009
Si	9.7266	9.4774	29.0437
Si	13.5845	9.8397	29.1001
Si	0.1245	1.2521	29.4546
Si	3.9126	1.1145	29.5182
Si	7.8499	1.3815	29.3971
Si	11.6118	1.3404	29.3862
Si	1.9529	7.7285	29.4222
Si	5.9594	7.5809	29.4143
Si	9.6892	7.1119	29.5508
Si	13.542	7.5187	29.4132
Si	1.9801	0.6107	30.754
Si	5.9249	0.5907	30.6033
Si	9.7222	0.5485	30.592
Si	13.5779	0.633	30.5648
Si	0.0319	7.0487	30.6649
Si	3.9248	7.0057	30.5593
Si	7.7473	6.9912	30.8436
Si	11.6745	6.9392	30.7657
Si	0.0231	4.7281	31.1278
Si	3.8314	4.6735	31.0578
Si	7.6689	4.709	31.3315
Si	11.6667	4.6534	31.2137
Si	1.9584	11.1125	31.0682
Si	5.9115	11.0747	30.9991
Si	9.7097	10.9574	30.9898
Si	13.5683	11.1191	31.0745
Si	1.939	4.1001	32.3418
Si	5.7128	4.045	32.3803
Si	9.6824	4.0413	32.3687
Si	13.5951	4.0514	32.3723
Si	0.0269	10.525	32.3201
Si	3.9306	10.5185	32.2657
Si	7.7885	10.5169	32.3176
Si	11.6309	10.5203	32.3101
Si	1.9527	1.7738	32.7879
Si	5.8195	1.7094	32.7155
Si	9.6904	1.6831	32.7099
Si	13.5737	1.7157	32.7029
Si	0.0155	8.1906	32.7363
Si	3.9005	8.1666	32.6631
Si	7.7577	8.217	32.8199
Si	11.6428	8.195	32.756
Si	0	2.332	3.9167
Si	3.8672	2.332	3.9167
Si	7.7343	2.332	3.9167
Si	11.6015	2.332	3.9167
Si	1.9336	8.745	3.9167
Si	5.8008	8.745	3.9167
Si	9.6679	8.745	3.9167
Si	13.5351	8.745	3.9167
Si	1.8982	6.4045	4.3382
Si	5.7683	6.4099	4.3191
Si	9.6327	6.427	4.3159
Si	13.5421	6.4082	4.3192
Si	-0.0177	12.8291	4.3948
Si	3.8216	12.8232	4.3224
Si	7.7427	12.8266	4.2944
Si	11.6342	12.8223	4.3406
Si	-0.0271	5.8101	5.6068
Si	3.8326	5.7987	5.545
Si	7.6934	5.8555	5.5608
Si	11.5826	5.8562	5.4989
Si	1.924	12.2468	5.6543
Si	5.7903	12.2148	5.4536
Si	9.677	12.2137	5.4963
Si	13.517	12.2705	5.7077
Si	-0.0743	3.4605	6.0204
Si	3.8001	3.4745	5.9546
Si	7.7366	3.5232	5.96
Si	11.5273	3.5449	5.9522
Si	1.8644	9.9022	5.9772
Si	5.8037	9.9081	5.9436
Si	9.6347	9.9032	6.0044
Si	13.506	9.9172	6.0292
Si	1.8867	2.8602	7.2276
Si	5.7774	2.8786	7.0777
Si	9.6458	2.9148	7.2429
Si	13.3894	2.9728	7.2472
Si	-0.0423	9.3112	7.298
Si	3.8406	9.243	7.0437
Si	7.6825	9.3592	7.2756
Si	11.5559	9.3268	7.2613
Si	-0.0486	6.9763	7.6756
Si	3.8328	6.9624	7.5912
Si	7.6772	7.0305	7.6214
Si	11.6242	6.9835	7.5494
Si	2.0394	13.3854	7.7774
Si	5.8286	13.3745	7.4641
Si	9.6085	13.3935	7.507
Si	13.2464	13.5205	7.7963
Si	1.9124	6.3839	8.8599
Si	5.7556	6.4411	8.8731
Si	9.6736	6.3508	8.6646
Si	13.4797	6.3978	8.9113
Si	0.3667	12.6548	9.3087
Si	4.0541	12.714	8.8015
Si	7.711	12.7672	8.6827
Si	11.3017	12.7957	8.9768
Si	1.9928	4.0721	9.2271
Si	5.8487	4.0933	9.0611
Si	9.7262	4.1108	9.3212
Si	13.483	4.0388	9.3801
Si	-0.095	10.3868	9.4453
Si	3.7825	10.4019	9.021
Si	7.5611	10.4875	9.3965
Si	11.3549	10.4855	9.3457
Si	0.0738	3.9862	10.5679
Si	4.0033	3.6314	10.3782
Si	7.7007	3.5524	10.3667
Si	11.6061	3.7421	10.8094
Si	2.1516	7.554	10.9119
Si	5.5045	9.9511	10.5433
Si	9.4242	9.6664	10.616
Si	13.0525	7.7555	10.8476
Si	0.1768	0.134	12.4098
Si	4.7048	0.6598	10.9501
Si	7.7402	1.2101	10.6269
Si	10.7454	0.7362	11.1777
Si	1.9858	9.8033	10.4321
Si	5.2842	7.6533	10.8927
Si	9.9229	7.3656	10.7267
Si	13.2905	10.0594	10.622
O	14.0261	13.2629	12.3933
O	4.0641	12.5542	12.1254
O	2.06	0.3472	26.9051
O	9.7993	0.9497	26.7558
O	13.9984	7.498	12.1775
O	3.9909	2.1199	11.0321
O	0.0466	6.648	26.9678
O	7.5789	6.3062	26.4893
O	0.4017	3.1794	11.9616
O	13.1835	10.7432	12.1502
O	0.7626	13.0257	10.885
O	11.4933	7.3874	11.2448
O	6.3115	13.578	11.3493
O	3.7281	7.3739	11.3491
O	7.4108	4.4184	11.7642
O	11.813	4.6132	12.2227
O	-0.5445	5.6902	13.7625
O	4.3304	10.5689	13.8573
O	14.4802	13.503	8.9189
O	9.1084	6.487	11.8526
O	7.5497	8.7788	13.8795
O	9.2917	10.0923	12.2193
O	2.5767	10.4147	11.8824
O	4.1785	4.6188	11.6919
O	4.6548	0.8285	26.3534
O	4.1119	9.6989	26.3125
O	9.0569	4.5201	24.9685
O	5.892	3.2287	26.584
O	-0.1796	9.3681	26.323
O	2.4688	7.6837	26.0074
O	7.2888	1.1039	25.9504
O	8.3296	9.5615	26.1718
O	11.8567	9.2117	26.5218
O	5.0229	7.1061	26.4312
O	12.9379	6.5018	26.023
O	13.4728	3.3159	26.3382
O	15.0762	1.2317	26.1116
O	1.4762	3.2735	26.2884
O	10.2218	6.6855	25.9788
O	12.3729	0.9306	26.0559
Si	7.032	9.8556	17.847
Si	8.239	7.4541	22.6564
Si	5.8321	1.8231	25.7922
Si	4.1182	3.3181	20.4735
Si	2.5786	7.8286	21.7528
Si	8.9516	9.6311	13.7448
Si	11.0153	4.62	13.676
Si	3.7972	-1.3087	15.0905
Si	3.3373	0.4497	20.0235
Si	15.8007	0.0985	20.8283
Si	14.9222	9.305	24.7276
Si	11.6011	6.5887	25.0855
Si	4.0284	8.1799	25.7238
Si	9.8739	4.8694	23.561
Si	16.1526	11.4652	14.7707
Si	3.9846	4.2397	13.2594
Si	6.6853	7.3991	13.7439
Si	0.5908	6.5504	23.6176
Si	13.6491	1.8537	25.6294
Si	10.9235	3.7115	18.3558
Si	10.47	7.3717	15.2343
Si	12.5747	8.2662	17.3181
Si	6.6726	11.2624	22.9282
Si	11.5888	10.38	19.1233
Si	9.5602	2.9805	21.1127
Si	8.3997	5.2873	12.718
Si	5.3718	8.369	22.7693
Si	17.3397	5.514	19.7691
Si	1.2128	15.5944	13.3235
Si	4.0275	2.4656	23.5618
Si	4.1045	10.9151	12.2588
Si	10.0419	8.0286	20.2451
Si	6.9185	3.1612	19.91
Si	13.6908	12.8954	15.7453
Si	7.8818	0.5846	20.8406
Si	-2.5922	12.1795	12.887
Si	9.124	11.8152	18.4877
Si	-0.2046	4.8235	15.1015
Si	12.21	6.2426	19.6358
Si	8.4203	7.1852	17.6378
Si	5.8259	3.7482	15.5204
Si	5.7366	13.53	15.9939
Si	8.0495	11.751	15.7586
Si	4.3102	6.2678	15.3322
Si	12.7588	3.1504	15.9296
Si	15.2497	6.4895	12.3968
Si	1.7067	6.7285	16.8954
Si	1.5515	3.748	24.7201
Si	8.8589	9.85	24.6443
Si	3.8975	12.4367	22.9238
Si	-0.022	9.3458	16.8491
Si	11.8533	9.4052	24.8963
Si	14.8351	2.36	22.8912
Si	1.4204	10.577	22.5944
Si	8.0406	4.1677	17.3509
Si	4.6998	11.5292	17.8899
Si	14.6839	5.0078	21.2465
Si	14.196	11.6122	18.5253
O	9.1483	7.1535	16.1769
O	1.9771	5.7956	18.1885
O	11.6913	3.5957	14.7561
O	16.5247	8.1876	17.26
O	8.9721	6.0217	22.8405
O	1.2435	7.2281	12.2834
O	11.1206	6.8749	20.6812
O	12.8593	7.3943	18.6731
O	3.89	1.9361	19.6149
O	11.7001	7.9429	24.1908
O	1.8456	9.2793	21.7098
O	8.2087	3.8202	20.6802
O	2.7905	3.1404	13.3653
O	4.2042	7.9939	21.6917
O	3.3171	0.9855	23.5924
O	9.14	1.4313	21.4903
O	7.8891	11.0097	23.9987
O	10.8802	9.4355	20.2509
O	7.2581	3.1165	18.3205
O	10.1777	8.7161	14.3431
O	1.0285	13.9864	13.3462
O	5.3695	12.0516	23.5552
O	0.7223	2.7726	23.7101
O	5.3861	3.6895	13.9339
O	16.1613	5.8324	15.9927
O	12.0748	3.0139	17.4199
O	2.2314	11.8343	14.9593
O	3.1319	3.5982	24.3236
O	5.4987	2.2596	24.253
O	8.824	11.0678	14.5113
O	15.2859	12.6266	15.5309
O	4.1169	-0.1528	21.3254
O	10.8719	6.1323	14.264
O	7.6076	6.0528	13.9242
O	10.1233	3.6621	22.489
O	6.6039	7.2881	22.6582
O	2.0563	7.0655	23.1026
O	4.5608	12.9538	15.0334
O	5.6415	10.3593	18.5702
O	5.5473	4.0056	20.0901
O	9.5164	7.6387	18.7504
O	4.9801	5.0071	16.1729
O	13.3553	1.661	15.6193
O	9.1121	12.2222	16.9087
O	0.4803	10.2309	23.8737
O	6.0593	9.8241	22.426
O	15.1018	1.1049	21.8954
O	11.7744	7.4649	16.1809
O	6.6849	1.6623	20.5406
O	8.6468	8.4466	23.8681
O	4.1946	2.9678	22.0475
O	10.5986	2.9922	19.8152
O	-4.0663	12.6569	12.3749
O	3.5629	5.6138	14.0296
O	-0.347	6.0818	22.3781
O	0.5664	11.5055	21.5787
O	5.4726	7.3291	14.846
O	5.6214	12.8248	17.4711
O	11.3834	5.3535	24.0284
O	4.5717	8.328	24.1967
O	3.5446	12.1322	18.8718
O	11.4355	5.2159	18.6536
O	13.9382	4.3046	15.9166
O	10.474	10.2626	24.5352
O	11.6804	9.5819	17.6965
O	15.3188	10.5293	17.9864
O	13.348	5.5038	20.4938
O	0.5685	3.4642	14.6454
O	3.1593	7.0203	16.1939
O	8.7726	8.1022	21.2529
O	2.1203	6.9561	20.4725
O	13.1045	10.8484	19.4923
O	7.3417	12.1662	21.7349
O	15.8817	4.8871	20.148
O	7.4162	3.9899	15.8487
O	0.9433	5.2668	24.5812
O	13.6863	1.992	24.0009
O	2.9647	4.4067	20.2034
O	4.0368	-1.9865	16.5604
O	-0.2892	7.7435	24.3021
O	15.852	9.9928	15.4037
O	5.4815	2.2925	16.1561
O	14.9013	12.7274	19.4805
O	7.1806	13.0776	15.3408
O	7.1581	8.2379	17.6931
O	7.0786	10.5703	16.3707
O	14.3374	3.5852	21.9466
O	13.3808	9.8806	24.4702
O	8.3392	10.3827	18.6885
O	13.3948	12.3134	17.2586
O	2.7807	11.2786	23.1792
O	0.3277	-1.3209	13.1672
O	10.6664	11.7073	18.9674
O	9.619	3.7843	17.3771
O	12.882	12.0973	14.5361
O	8.3641	12.9215	19.3733
O	7.8292	5.6932	17.9143
O	1.764	0.6944	20.3456
O	9.4671	4.2016	13.3294
O	13.9949	8.654	16.6566
O	11.3609	11.6745	27.2961
O	8.0558	11.8408	27.3738
O	6.1623	-5.5617	12.2113
O	9.1132	0.7337	11.4498
O	15.262	18.3488	11.0908
O	-0.2346	-1.0332	27.1766
O	11.3905	2.2196	11.379
O	2.4164	5.4495	27.3331

Results
free energy: -253274.549 eV
free energy less fixed offsets of O -568.88, Si -635.61 eV per atom: -8.049 eV

Forces (eV/angstrom), in the order of the atoms: element, x, y, z
Si	0.0009	-0.0025	-0.0003
Si	-0.0024	-0.004	-0.0012
Si	-0.0014	-0.0029	-0.0014
Si	-0.001	-0.0028	-0.0011
Si	0.0002	-0.0016	0.0023
Si	0.0001	-0.0017	0.0011
Si	-0.0013	0.0013	0.0012
Si	0.0008	-0.0004	0.0002
Si	0.0484	0.1944	0.0463
Si	-0.228	0.0173	0.2054
Si	0.1405	-0.0959	0.1694
Si	0.1121	0.0144	0.1771
Si	0.1217	-0.0034	0.0201
Si	0.0785	-0.1425	-0.2577
Si	0.0661	0.1072	-0.0502
Si	0.0251	0.0449	-0.0732
Si	-0.0219	0.0773	0.0313
Si	0.0176	0.1039	0.0663
Si	-0.0039	0.0231	-0.0164
Si	-0.0331	0.0436	0.037
Si	-0.0743	-0.0776	-0.0404
Si	-0.036	-0.0464	-0.0572
Si	0.0137	-0.0036	-0.0414
Si	0.0116	-0.041	-0.0518
Si	-0.039	0.0116	-0.0017
Si	0.1044	0.0115	-0.0108
Si	0.0536	0.0173	-0.057
Si	0.0449	-0.0039	-0.1121
Si	0.0775	0.0002	-0.1193
Si	-0.0878	-0.0199	0.0135
Si	0.0821	-0.0427	0.0755
Si	0.0726	-0.0103	0.0422
Si	-0.0509	-0.0351	-0.0347
Si	-0.0257	-0.0104	-0.0112
Si	-0.0002	-0.0043	-0.0422
Si	-0.0138	0.0014	-0.0127
Si	-0.0581	-0.0215	-0.0203
Si	-0.0149	-0.0129	0.0104
Si	0.0162	-0.0019	-0.0345
Si	-0.0258	-0.002	0.0022
Si	0.0192	-0.038	-0.0168
Si	-0.028	-0.0355	0.0183
Si	-0.0042	-0.0097	-0.0046
Si	0.03	0.008	0.0286
Si	0.0603	0.0275	0.0148
Si	0.041	0.0229	0.0216
Si	-0.0203	-0.0033	0.0148
Si	-0.0144	0.0081	0.0127
Si	-0.0695	0.0397	0.0335
Si	-0.0361	-0.0156	-0.0772
Si	-0.0591	-0.0071	-0.0558
Si	0.0604	0.0002	-0.0914
Si	-0.0473	0.0506	0.3585
Si	-0.1744	-0.0281	-0.0556
Si	0.0187	-0.0477	-0.2588
Si	0.1456	0.0223	0.0424
Si	0.0569	0.0223	0.0131
Si	0.0247	0.0136	0.0326
Si	0.0021	-0.0479	-0.0322
Si	0.0067	0.009	0.0296
Si	0.0596	-0.0074	-0.0246
Si	0.0287	0.0331	0.0488
Si	0.0001	-0.0142	-0.0096
Si	0.0396	0.0234	0.0557
Si	-0.003	0.003	-0.0021
Si	-0.0016	0.008	0.0189
Si	0.0069	-0.0142	-0.0227
Si	0.0014	0.0021	0.0161
Si	-0.0011	0.0107	0.0039
Si	0.0023	0.0114	0.0125
Si	0.0019	-0.0012	-0.0022
Si	-0.0018	0.0168	-0.0041
Si	-0.0071	-0.008	-0.0007
Si	0.0051	-0.0036	-0.0007
Si	0.0071	-0.0005	0.0046
Si	0.0173	0.0055	0.0065
Si	0.0123	-0.006	0.0093
Si	0.0011	-0.01	0
Si	-0.0157	-0.0108	0.0189
Si	0.004	-0.0035	-0.004
Si	-0.0011	-0.0125	-0.0049
Si	-0.011	0.0046	0.0105
Si	0.0072	0.0072	0.0074
Si	-0.0138	0.0038	0.0105
Si	-0.0197	0.0042	-0.0011
Si	0.0237	0.0115	-0.0077
Si	0.0011	0.0003	0.0036
Si	0.0025	0.0043	-0.0045
Si	-0.0033	-0.0016	-0.0003
Si	0.0008	-0.0106	-0.0102
Si	-0.0122	0.0047	0.0164
Si	0.0044	0.002	-0.0146
Si	0.0041	-0.0001	0.0013
Si	-0.007	-0.0146	-0.0038
Si	0.0031	0.0026	-0.0003
Si	-0.007	-0.0107	0.0121
Si	0.0005	0.0003	0.0035
Si	0.0024	-0.0004	0.0007
Si	0.0011	-0.0035	0.004
Si	0.0037	-0.0044	-0.0007
Si	-0.0024	0.0007	-0.0058
Si	0.0001	-0.0087	-0.0069
Si	-0.0007	-0.0044	-0.0013
Si	0.0071	-0.0059	-0.0083
Si	-0.0027	-0.0017	-0.001
Si	0.001	0.0039	-0.0024
Si	-0.003	-0.0014	0.0049
Si	0.0032	0.0034	0.0014
Si	0.0001	-0.0014	-0.002
Si	0.0007	-0.0014	-0.0012
Si	0.0006	-0.0022	-0.0043
Si	-0.0003	-0.0007	0.0054
Si	0.0023	-0.0017	-0.0045
Si	0.0038	-0.0026	-0.0045
Si	-0.0006	0.0023	-0.0079
Si	-0.0028	-0.0001	-0.0064
Si	0.0014	0.0038	-0.0043
Si	-0.001	0.001	-0.0044
Si	-0.0036	0.0001	-0.0044
Si	0.0029	-0.0005	-0.0023
Si	-0.0021	0.0007	0.0017
Si	0.0046	0.0046	-0.0016
Si	-0.0022	0.0027	0.0041
Si	0.0028	0.0039	0.0009
Si	-0.0016	-0.0001	0.0014
Si	0	0.0023	0.0025
Si	0.0046	0	0.0024
Si	-0.0016	0.0028	0.0012
Si	-0.1496	-0.0635	0.2108
Si	-0.1598	-0.1469	-0.2122
Si	0.1427	0.0795	-0.0963
Si	-0.0284	-0.036	0.0275
Si	-0.2985	-0.0383	-0.0224
Si	0.0754	-0.1343	-0.2342
Si	-0.1449	0.0812	0.0728
Si	-0.0108	0.1096	0.2612
Si	0.0011	-0.0012	-0.0022
Si	-0.0001	0.0021	-0.0002
Si	0.0013	-0.0006	-0.002
Si	0.0027	-0.0013	-0.0025
Si	0.0022	0.0039	-0.0009
Si	0	0.0037	0.0015
Si	-0.0011	0.0002	0
Si	-0.002	0.0003	-0.0007
Si	-0.0023	0.002	0.0035
Si	-0.0011	-0.0014	0.0006
Si	0.0003	-0.0033	0.0022
Si	-0.0019	0.0047	0.0028
Si	0.0018	-0.0023	-0.0007
Si	0.0006	0.0025	-0.0015
Si	0.0014	-0.0031	-0.0022
Si	-0.0062	0.0064	0.0095
Si	0.003	-0.0017	0.0056
Si	0.0035	-0.0006	0.0018
Si	-0.0027	-0.0002	0.0059
Si	-0.0012	-0.0052	0.0041
Si	-0.0037	0.0016	0.0042
Si	0.0005	-0.0025	0.0036
Si	-0.001	-0.0001	0.005
Si	0.0013	-0.0002	0.0055
Si	-0.006	0.0004	0.0003
Si	0.0016	-0.0012	-0.0059
Si	-0.0023	0.0066	0.0063
Si	-0.001	0.0105	-0.0005
Si	0.0015	0.0062	0.0031
Si	-0.0009	0.0004	-0.0002
Si	0.0018	-0.0008	0.0004
Si	0.0002	-0.0031	0.0019
Si	0.0131	-0.0096	0.0118
Si	0.0088	0.0002	0.002
Si	0.0015	0.0035	0.0015
Si	-0.0011	0.0013	-0.0021
Si	0.0013	0.0002	0.0018
Si	0.0014	-0.0015	0.0025
Si	-0.0013	0.0004	0.0002
Si	0.0368	-0.0239	0.0078
Si	-0.0282	0.0082	-0.0234
Si	-0.0018	0.0053	-0.0082
Si	-0.0027	0.0021	0.0002
Si	0.0036	0.0164	0.0095
Si	-0.0111	-0.0004	0.0042
Si	0.0024	0.0081	-0.0067
Si	-0.0039	0.009	-0.003
Si	0.0003	0.0006	0.0011
Si	0.0112	-0.0128	-0.0079
Si	-0.0058	-0.0017	-0.0041
Si	0.0073	-0.0019	-0.0084
Si	-0.0013	-0.0047	-0.0039
Si	0.0005	0.0061	-0.0156
Si	-0.001	-0.0028	-0.0069
Si	-0.0066	-0.0076	-0.0054
Si	-0.0047	0.0023	-0.016
Si	0.0041	0.008	0.013
Si	-0.0014	0.0038	0.0185
Si	0.003	0.0101	0.0067
Si	-0.005	0.0007	0.0066
Si	0.0004	0.0016	0.0225
Si	0.0076	-0.0014	-0.0015
Si	-0.0007	0.0039	0.0119
Si	0.0066	-0.0206	-0.0111
Si	0.0015	-0.0007	0.004
Si	-0.0166	0.0054	0.0135
Si	-0.0007	-0.008	0.0067
Si	0.0092	-0.0007	0.0076
Si	0.0041	-0.0092	0.006
Si	0.0008	-0.0076	0.0199
Si	-0.0064	-0.0106	0.0024
Si	0.0032	0.0082	0.0165
O	-0.0014	-0.0011	-0.0023
O	0.0006	-0.0029	-0.0027
O	0.0069	0.0029	0.0007
O	0.0011	0.0024	0.0018
O	0.0005	0	0.0019
O	0.0051	-0.0049	-0.0089
O	0.0004	-0.0046	-0.0037
O	-0.0058	0.0001	0.0018
O	-0.0017	-0.0029	-0.0073
O	0.0003	-0.0061	-0.0096
O	-0.0004	-0.0003	-0.007
O	0.0025	0.0027	-0.0021
O	0.0111	0.0007	-0.0085
O	0.01	0.0007	-0.0068
O	-0.0002	-0.0042	-0.0026
O	0.0008	-0.0031	-0.0117
O	-0.0002	0.0001	-0.0037
O	0.0004	-0.0013	-0.0051
O	-0.0203	0.0074	-0.0138
O	0.0034	0.0031	-0.0056
O	0.0023	0.0018	-0.0053
O	0.0011	0.0007	-0.0064
O	-0.0006	0.0012	0.0026
O	-0.0002	-0.0003	-0.0113
O	0.0015	0.0007	-0.0067
O	-0.0001	0.0014	0.001
O	-0.0006	-0.0016	0.0018
O	0.0002	-0.002	-0.0054
O	-0.0005	-0.0005	0.0017
O	-0.0016	-0.0023	0.0037
O	-0.0025	0.0031	0.0053
O	0.0005	0.001	0.0011
O	-0.0001	0.0025	0.0046
O	-0.0016	0.0016	-0.0038
O	0.009	-0.0022	0.0089
O	-0.0006	0.0047	0.0004
O	-0.0043	0.004	0.0003
O	0.0016	0.0025	0.0092
O	0.0015	-0.0005	0.0017
O	0.0008	0.0005	-0.0023
Si	0.0004	-0.0007	0
Si	0.0008	0.0002	-0.0039
Si	0.0016	-0.0002	-0.0044
Si	-0.0001	0.0005	-0.0023
Si	0	0.0004	-0.0033
Si	-0.0032	-0.0022	0.0073
Si	-0.0023	0.0022	0.0079
Si	0.0006	0.0009	0.0038
Si	0.0005	0	-0.0022
Si	-0.0001	-0.0013	-0.0015
Si	0.0001	0.0003	-0.0033
Si	-0.0069	0.0034	-0.0062
Si	-0.0008	0.0001	-0.0058
Si	0.0008	0.0017	-0.0039
Si	0.0008	0.0002	0.003
Si	0.0028	0.0043	0.0054
Si	-0.0006	-0.0016	0.0038
Si	-0.0004	0.0022	-0.0052
Si	0.0016	-0.0038	-0.0045
Si	0	-0.0001	-0.0007
Si	-0.0016	-0.0007	0.0054
Si	0.0008	0	0.0022
Si	0.0011	0	-0.0043
Si	0.0002	0.0003	-0.0005
Si	0.001	0.0005	-0.0038
Si	-0.0029	0.0019	0.0052
Si	0.0001	0.0006	-0.0048
Si	-0.0006	0.0004	-0.0018
Si	0.0024	-0.0016	0.0082
Si	-0.0008	-0.0003	-0.0057
Si	-0.0027	0.0029	0.0102
Si	-0.0003	0	-0.0014
Si	0.0001	0.0005	-0.0028
Si	0.0012	0.0002	0.0025
Si	-0.0003	-0.0005	-0.0023
Si	0.0026	0.0041	0.0041
Si	0.0004	-0.0001	-0.0001
Si	0.003	0.0017	0.0058
Si	0.0005	-0.0002	-0.0018
Si	0.0002	-0.0005	-0.0006
Si	0.0005	0.0007	0.0027
Si	0	0.0018	0.0026
Si	-0.0007	0.0003	0.004
Si	0.0004	-0.001	0.002
Si	0.0009	-0.0006	0.0054
Si	0.0073	-0.0001	0.002
Si	0	-0.0007	0.001
Si	-0.0007	0.0005	-0.0075
Si	0.0015	0.0013	-0.0056
Si	-0.0004	0	-0.005
Si	0.0008	-0.0001	0.0014
Si	0.0002	0.0012	-0.0018
Si	0.0009	0.0008	-0.0049
Si	-0.0007	0.0001	-0.0049
Si	0	0	-0.0008
Si	0	0.0006	-0.0002
Si	-0.0007	0.0001	-0.0042
Si	0.0009	-0.0003	0.0002
O	0.001	0.0005	-0.0012
O	-0.001	0.0005	-0.0007
O	0.0003	0.0005	-0.0035
O	0.0003	-0.0006	-0.0012
O	-0.0004	0.0006	0.0014
O	-0.0046	0.0022	-0.0057
O	0.0004	0.0002	0.0011
O	0.0001	-0.0002	0.0006
O	0.0002	0	0.0009
O	0.0006	-0.0027	0.0013
O	0.0002	0.0002	0.0022
O	0.0002	0.0002	0.0016
O	-0.0056	-0.0053	-0.0046
O	0.0005	0.0003	0.001
O	0.0004	0.0005	0.0023
O	0.0001	0	0.0021
O	-0.0003	0.0015	0.0024
O	0.0002	0.0004	0.0012
O	0.0001	-0.0002	0.001
O	0.0002	0	-0.0029
O	0	0.0025	-0.0026
O	0	0.0007	0.0042
O	-0.0001	0.0001	0.002
O	0.0009	-0.0003	-0.0022
O	0.0009	-0.0017	-0.002
O	0.0005	-0.0001	-0.0008
O	-0.0001	0	-0.0029
O	0.001	0.0003	0.0033
O	-0.0001	-0.0001	0.0028
O	0.0008	-0.0004	-0.0034
O	-0.0005	0.0006	-0.0016
O	0.0002	0.0005	0.0009
O	0.0013	-0.0008	-0.0033
O	0.001	0.0021	-0.0018
O	0.0002	-0.0006	0.002
O	0.0005	-0.0004	0.0025
O	0.0003	-0.0001	0.0033
O	0	-0.0003	-0.0026
O	0.0002	0.0001	0.0006
O	0.0001	0.0003	0.0011
O	0.0002	0.0001	0.0003
O	0.0004	0.0001	-0.0007
O	0.0001	-0.0001	-0.0019
O	0.0003	0.0004	-0.0014
O	0.0014	0.0009	0.002
O	-0.0001	0	0.0021
O	0.0004	-0.0006	0.0013
O	0	-0.0007	-0.0027
O	0.0003	0.0002	0.0014
O	-0.0001	-0.0011	0.0022
O	0.0006	0.0004	0.0022
O	0.0003	0.0002	0.0014
O	-0.0005	-0.0002	-0.0039
O	0.0003	0.001	-0.0018
O	0	-0.0003	0.0017
O	-0.0002	0.0027	0.0014
O	0.001	0.0007	-0.002
O	0.0002	-0.0003	-0.0002
O	0.0005	-0.0016	0.0017
O	-0.0003	0.0005	0.003
O	0.0002	0.0003	0.0002
O	0.0009	0.0009	0.0008
O	0.0007	0.0003	-0.0018
O	-0.0002	0.0021	0.0032
O	-0.0008	0.0004	-0.0011
O	0.0005	0.0001	-0.0001
O	0.0022	-0.0003	0.0025
O	-0.0014	0.0018	-0.0053
O	-0.0013	0.0007	-0.0003
O	0.0008	0.0005	0.0008
O	-0.0002	-0.0004	0.0007
O	0.0003	0.0002	0.0008
O	0.001	0.0016	0.0011
O	0.0006	0.0004	0.0021
O	0.001	0.0003	-0.0011
O	-0.0002	0.0001	0.0039
O	0.0003	0.0008	0.0032
O	0.0007	-0.0001	0.0013
O	0.0004	0.0001	-0.001
O	0.0013	-0.0018	0.003
O	-0.0002	-0.0002	-0.0011
O	0	-0.0012	-0.0009
O	0.0006	0.0008	0.0013
O	0.0013	-0.0005	-0.0025
O	-0.0001	0.0006	-0.0006
O	0.0007	0.0005	-0.0013
O	0.0001	0.0014	0.0021
O	-0.0006	0.0009	0.0028
O	0.0005	0.0006	0.0004
O	-0.0004	0.0001	-0.0008
O	0.0007	0.0008	0.0034
O	-0.0003	-0.0001	-0.0026
O	0	0.0001	0.0001
O	0.0005	0.0001	-0.0004
O	0.0003	0	-0.0025
O	0.0005	-0.0002	0.0005
O	0.0002	0.0008	0.0001
O	0.0005	0.0003	0.0013
O	0.0023	-0.002	-0.004
O	0.0013	0.0009	-0.0016
O	-0.002	0.0036	-0.004
O	-0.0023	0.0076	-0.0006
O	-0.0019	0.0034	-0.0072
O	-0.0113	-0.0014	-0.0049
O	-0.0037	0.0064	0.0032
O	-0.0015	-0.0034	0.0026
O	-0.0004	0.0008	-0.0012
O	-0.0022	-0.0001	-0.0016

The program warned: the cutoff lies below the one the program advises for these potential files; the exchange-correlation potential is rough where the density is thin.
